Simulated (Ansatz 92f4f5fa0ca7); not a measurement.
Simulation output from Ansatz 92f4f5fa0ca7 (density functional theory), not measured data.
Periodic cell of 231 atoms, Si140O85As6, from a study of silicon, its oxide and their interface. The atomic structure is a simulated model.
Doubt: the cutoff is low for norm-conserving oxygen, so forces and energies are approximate.
Doubt: the program's own warning below bears on the result.

Settings: functional HSE06; potential files SPMS norm-conserving; basis plane waves; wave-function cutoff 800 eV; density cutoff ratio 4; exchange-correlation grid ratio 1; k mesh 1 x 1 x 1, Gamma-centred; occupations fixed; spin none; net charge 0.

Cell vectors (angstrom)
a, 11.6015, 0, 0
b, 0, 10.938, 0
c, 0, 0, 32.8271

Atoms: element, x, y, z (angstrom)
Si, 0.0479, -0.0194, 24.3469
Si, 3.9928, -0.0355, 24.2121
Si, 7.9163, -0.0177, 24.3161
As, 2.0195, 1.3442, 23.9496
As, 5.9424, 1.3905, 23.9073
Si, 9.7735, 1.3998, 24.4443
Si, 0.2677, 5.7256, 23.932
Si, 4.0789, 5.508, 24.1957
Si, 7.9122, 5.5639, 23.9626
As, 2.2138, 7.0902, 23.948
Si, 5.9615, 6.9626, 24.0745
Si, 9.8455, 6.8421, 24.338
Si, 2.0074, 2.6554, 25.9936
Si, 5.9083, 2.6578, 25.9908
Si, 9.7616, 2.9316, 26.1345
Si, 0.1658, 4.1573, 25.8573
Si, 3.9611, 4.026, 26.0408
Si, 7.7563, 4.1515, 25.9342
Si, 2.0727, 8.1432, 26.1116
Si, 5.8999, 8.1704, 26.115
Si, 9.7582, 8.1991, 26.2365
Si, 0.1277, 9.4864, 26.1806
Si, 3.9742, 9.5391, 26.1217
Si, 7.8062, 9.5239, 26.1809
Si, 0.0712, 0.0271, 28.0185
Si, 3.9337, 0.0161, 28.0074
Si, 7.802, 0.0392, 28.0263
Si, 1.999, 1.3814, 27.9863
Si, 5.8671, 1.38, 27.9844
Si, 9.7385, 1.4121, 27.9832
Si, 0.0883, 5.4345, 27.926
Si, 3.9258, 5.4122, 27.9837
Si, 7.7602, 5.4422, 27.9579
Si, 2.0082, 6.7917, 28.0201
Si, 5.8408, 6.7958, 28.0178
Si, 9.7261, 6.7558, 28.0578
Si, 1.9336, 2.7345, 29.9279
Si, 5.8008, 2.7345, 29.9279
Si, 9.6679, 2.7345, 29.9279
Si, 0, 4.1018, 29.9279
Si, 3.8672, 4.1018, 29.9279
Si, 7.7343, 4.1018, 29.9279
Si, 1.9336, 8.2035, 29.9279
Si, 5.8008, 8.2035, 29.9279
Si, 9.6679, 8.2035, 29.9279
Si, 0, 9.5708, 29.9279
Si, 3.8672, 9.5708, 29.9279
Si, 7.7343, 9.5708, 29.9279
Si, 0, 0, 31.8615
Si, 3.8672, 0, 31.8615
Si, 7.7343, 0, 31.8615
Si, 1.9336, 1.3673, 31.8615
Si, 5.8008, 1.3673, 31.8615
Si, 9.6679, 1.3673, 31.8615
Si, 0, 5.469, 31.8615
Si, 3.8672, 5.469, 31.8615
Si, 7.7343, 5.469, 31.8615
Si, 1.9336, 6.8362, 31.8615
Si, 5.8008, 6.8362, 31.8615
Si, 9.6679, 6.8362, 31.8615
Si, 1.9336, 2.7345, 0.9679
Si, 5.8008, 2.7345, 0.9679
Si, 9.6679, 2.7345, 0.9679
Si, 0, 4.1018, 0.9679
Si, 3.8672, 4.1018, 0.9679
Si, 7.7343, 4.1018, 0.9679
Si, 1.9336, 8.2035, 0.9679
Si, 5.8008, 8.2035, 0.9679
Si, 9.6679, 8.2035, 0.9679
Si, 0, 9.5708, 0.9679
Si, 3.8672, 9.5708, 0.9679
Si, 7.7343, 9.5708, 0.9679
Si, -0.0504, -0.0299, 2.9768
Si, 3.7905, 0.0169, 2.8613
Si, 7.7271, 0.0255, 2.8696
Si, 1.8537, 1.3807, 2.9059
Si, 5.7403, 1.3289, 2.8694
Si, 9.6614, 1.37, 2.9021
Si, -0.0935, 5.4881, 2.9461
Si, 3.7733, 5.5028, 2.9017
Si, 7.6949, 5.5072, 2.8506
Si, 1.827, 6.8652, 2.9127
Si, 5.7336, 6.8031, 2.8142
Si, 9.6202, 6.9034, 2.9943
Si, 1.7976, 2.8501, 4.7694
Si, 5.6278, 2.7049, 4.762
Si, 9.5729, 2.7217, 4.8421
Si, -0.1387, 4.1869, 4.956
Si, 3.7636, 4.1502, 4.8419
Si, 7.6054, 3.9725, 4.6187
Si, 1.8102, 8.2567, 4.8276
Si, 5.7676, 8.2554, 4.6107
Si, 9.6221, 8.1982, 5.0666
Si, -0.096, 9.6714, 5.0741
Si, 3.7899, 9.5526, 4.7428
Si, 7.69, 9.5855, 4.7737
Si, -0.1755, 0.321, 7.0186
Si, 3.6579, 0.0455, 6.5922
Si, 7.3559, 0.0856, 6.6092
Si, 1.8437, 1.5414, 6.6933
As, 5.5388, 1.5997, 6.8874
Si, 9.3252, 1.4288, 6.8365
Si, 0.1014, 5.4717, 7.0318
Si, 3.866, 5.7064, 6.6313
Si, 7.6245, 5.3171, 6.4665
As, 1.8944, 7.086, 6.8946
As, 5.873, 7.002, 6.5744
Si, 9.4743, 6.6548, 7.011
O, 12.2443, 4.5712, 8.348
O, 6.9355, 9.9945, 7.8494
O, 8.7023, 7.246, 8.4043
O, 3.3171, 9.9995, 7.8903
O, 9.1493, 2.3829, 8.2057
O, 7.4613, 4.3473, 7.8175
O, 4.053, 5.2073, 8.2251
O, -0.1063, 10.8258, 8.6547
O, 2.2314, 2.4674, 8.0422
O, 3.9801, 9.9576, 22.8441
O, 5.857, 8.0449, 22.7877
O, 5.7245, 10.0235, 20.8786
O, 4.249, 4.4611, 22.9022
O, 9.792, 7.7927, 22.9928
O, 0.2545, 5.4571, 22.2645
O, 8.0993, 4.9069, 22.4334
O, 11.1798, 10.0868, 22.9609
O, 9.7319, 2.0898, 22.9318
Si, -0.6318, 18.3892, 12.519
Si, -0.0837, 5.6378, 20.6487
Si, 8.4465, 0.497, 11.2571
Si, 5.862, -1.9403, 16.8303
Si, 8.4001, 3.6314, 8.9379
Si, -10.1848, 7.0649, 18.3568
Si, -3.6435, 10.8378, 15.853
Si, -0.1899, 0.786, 10.0397
Si, -5.0143, 10.0439, 9.4416
Si, 12.8627, 2.908, 20.4457
Si, -6.1302, 0.7929, 16.9471
Si, -3.8425, 3.2642, 11.8629
Si, 9.8092, 9.3124, 22.4788
Si, 1.443, 9.6337, 11.5193
Si, 5.6948, 7.6717, 14.2338
Si, 4.9016, 9.0253, 21.8789
Si, 8.6913, 4.7291, 20.912
Si, 14.6378, 4.7052, 11.5447
Si, 4.8533, 3.7292, 16.6321
Si, 10.1127, 2.0211, 21.3597
Si, 4.6171, 6.2427, 9.3793
Si, 1.3809, 14.2645, 9.1499
Si, 1.5414, -4.919, 13.8083
Si, 3.7214, 9.3072, 9.3002
Si, -6.27, 15.468, 13.5734
Si, 8.4065, 9.145, 13.3302
Si, 7.5732, 18.0885, 9.6117
Si, 3.9039, 6.8235, 19.9607
Si, 1.4035, 9.7926, 16.656
Si, 9.4329, 5.383, 11.0104
Si, -5.3401, 10.1143, 19.3469
Si, 3.7819, 4.235, 21.3613
Si, 1.9161, 4.5731, 16.513
Si, 5.9438, 4.7375, 19.3637
Si, 1.3144, 1.711, 17.7026
Si, -2.208, 10.2539, 19.8221
Si, 10.5732, -10.8159, 17.2321
Si, 2.953, -2.1722, 14.0705
O, -7.0595, 2.1175, 16.8045
O, 7.4872, 15.7684, 19.831
O, -0.875, 6.2321, 11.4534
O, 9.5488, 0.7448, 20.5615
O, 1.7869, 5.3921, 12.3261
O, 4.1361, 7.7611, 9.0746
O, 7.1067, 8.6317, 10.0277
O, 12.1395, 4.286, 19.9556
O, 9.5593, 4.6528, 9.535
O, -1.7142, 5.7844, 20.5401
O, 5.0371, 3.8038, 20.3897
O, -8.4421, 5.6386, 20.809
O, 5.6257, 7.6822, 15.8964
O, -0.2948, 12.4138, 17.7458
O, 7.4644, 3.2603, 10.2344
O, 6.2415, 6.2184, 9.4109
O, -4.8342, 11.9604, 15.9458
O, 3.9817, 4.068, 12.7401
O, -3.7388, -0.882, 19.393
O, 8.2406, 6.4881, 10.9363
O, 2.649, 7.1674, 14.0863
O, -0.0998, 10.2446, 16.1529
O, 5.0066, 10.1686, 9.8317
O, 13.9748, 3.7529, 10.3875
O, -10.4252, 5.7554, 17.3805
O, 1.4845, 3.0156, 16.736
O, 0.5505, 6.8695, 19.75
O, 3.997, 5.7935, 10.8068
O, 4.5626, 8.7745, 13.79
O, 12.3865, 11.0789, 11.179
O, -9.9827, 4.8679, 14.939
O, 4.8775, -0.6629, 16.4387
O, -6.2224, -6.9738, 15.1058
O, 2.4125, -1.5714, 15.4732
O, 5.7126, 8.828, 18.4538
O, 9.8469, 9.1193, 20.8741
O, -1.276, 10.0913, 18.5116
O, 5.8924, 15.1164, 17.8208
O, 1.8625, 2.0953, 19.1767
O, 2.5724, 3.156, 21.3802
O, -3.0667, -0.5979, 14.4281
O, 1.1288, 8.5049, 17.6356
O, 7.4122, -1.4584, 16.5822
O, 6.5596, 3.8694, 12.7477
O, 9.075, 4.2187, 12.1027
O, 5.8347, 0.5571, 18.5464
O, 9.3647, 3.2767, 20.6876
O, -2.4173, 0.6161, 16.6064
O, 0.2688, 19.4543, 11.6758
O, 5.352, 6.2574, 19.481
O, 0.2388, 2.3366, 9.7753
O, 3.5111, 4.6214, 16.8536
O, 7.3479, 0.395, 10.0586
O, 13.8577, -1.2637, 12.9209
O, 3.0099, -3.775, 18.6681
O, 8.3818, 9.9868, 11.9557
O, -3.5528, 12.6514, 12.2768
O, 8.4221, -0.8693, 22.9538
O, 3.9582, 8.1145, 20.9316
O, 2.0065, 0.2599, 17.3105
O, 9.9079, 11.7252, 10.6343
O, -1.9296, 8.1412, 13.2002
O, 2.4746, 9.2857, 10.3214
O, -16.1, -2.7086, 13.6473
O, 0.142, 2.0417, 21.2431
O, 5.4645, 6.163, 13.6699
O, 0.1083, 6.7781, 13.8042

Results
free energy: -69880.743 eV
free energy less fixed offsets of As -2657.37, O -447.96, Si -113.29 eV per atom: 0.677 eV
gap between the highest filled and lowest empty level on this k mesh: 1.507 eV

The program warned: the cutoff lies below the one the program advises for these potential files; the model core charge is not resolved on the grid; the forces do not sum to zero within the program's tolerance; the exchange-correlation potential is rough where the density is thin.
